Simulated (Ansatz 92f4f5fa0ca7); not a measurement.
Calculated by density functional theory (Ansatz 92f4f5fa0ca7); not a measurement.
Periodic cell of 215 atoms, Si131O82P2, from a study of silicon, its oxide and their interface. The atomic structure is a simulated model.
Doubt: the cutoff is far below the 930 eV that the study's wrapper takes by default for these files, so forces and energies are approximate.
This geometry differs little from another in the collection (a relaxation step or a small displacement).

Settings: functional PBE; potential files Ansatz PAW; basis plane waves; wave-function cutoff 580 eV; density cutoff ratio 5; exchange-correlation grid ratio 1; k mesh 1 x 1 x 1, Gamma-centred; self-consistency stop 5e-08 eV per atom in the density residual; occupations fixed; spin none; net charge 0.

Cell vectors (angstrom)
a 10.938 0 0
b 0 10.938 0
c 0 0 31.5432

Atoms: element, x, y, z (angstrom)
Si 10.4298 0.5304 24.2849
P 6.0375 10.5099 24.3314
Si 2.1118 3.2798 24.061
Si 8.7108 2.2446 24.3147
Si 0.4733 5.0939 24.1232
Si 5.1282 5.9174 24.215
Si 3.469 7.6806 24.1627
P 7.9771 8.7417 23.6702
Si 1.3086 1.4955 25.4318
Si 6.872 1.3466 25.5213
Si 4.0164 4.1447 25.3226
Si 9.6542 4.1131 25.4197
Si 1.4986 6.8568 25.3219
Si 6.9586 7.0278 25.2456
Si 4.2027 9.5968 25.3922
Si 9.4302 9.6097 25.3361
Si 2.7268 0.0399 26.6638
Si 8.1983 -0.037 26.8936
Si 0.0037 2.7891 26.9012
Si 5.4128 2.7824 26.6886
Si 2.7307 5.4753 26.8135
Si 8.2129 5.5396 26.6353
Si 0.0001 8.228 26.598
Si 5.5562 8.2191 26.7788
Si 4.0982 1.3747 28.0817
Si 9.5693 1.3807 28.1954
Si 1.383 4.1391 28.2133
Si 6.827 4.1504 28.038
Si 4.1278 6.8519 28.1227
Si 9.6047 6.8514 28.046
Si 1.3559 9.5887 28.0348
Si 6.8358 9.5525 28.2245
Si 0.0161 -0.0123 29.4926
Si 5.449 0.0176 29.5021
Si 2.7485 2.726 29.5022
Si 8.1661 2.7695 29.4794
Si -0.0175 5.4992 29.5037
Si 5.4774 5.4738 29.4831
Si 2.7234 8.2227 29.4588
Si 8.24 8.1737 29.4993
Si 1.3673 1.3673 30.8594
Si 6.8362 1.3673 30.8594
Si 4.1018 4.1018 30.8594
Si 9.5708 4.1018 30.8594
Si 1.3673 6.8362 30.8594
Si 6.8362 6.8362 30.8594
Si 4.1018 9.5708 30.8594
Si 9.5708 9.5708 30.8594
Si 2.7345 0 0.6835
Si 8.2035 0 0.6835
Si 0 2.7345 0.6835
Si 5.469 2.7345 0.6835
Si 2.7345 5.469 0.6835
Si 8.2035 5.469 0.6835
Si 0 8.2035 0.6835
Si 5.469 8.2035 0.6835
Si 4.1169 1.3484 2.0544
Si 9.5441 1.3812 2.0416
Si 1.3352 4.1302 2.0548
Si 6.8565 4.0713 2.0556
Si 4.0818 6.8585 2.0387
Si 9.5951 6.8118 2.0519
Si 1.3805 9.5569 2.0575
Si 6.8316 9.5732 2.0646
Si -0.0358 -0.0115 3.3499
Si 5.4707 -0.0113 3.4864
Si 2.7049 2.724 3.3434
Si 8.1943 2.698 3.4944
Si -0.016 5.4705 3.514
Si 5.4634 5.4736 3.3291
Si 2.7442 8.2045 3.4838
Si 8.2307 8.1844 3.3797
Si 1.3051 1.367 4.6779
Si 6.8526 1.3026 4.913
Si 4.076 4.1166 4.6454
Si 9.5444 4.0635 4.8969
Si 1.3666 6.8682 4.8942
Si 6.8456 6.8023 4.6897
Si 4.1184 9.5611 4.8934
Si 9.5855 9.5599 4.7505
Si 2.636 0.0421 6.1063
Si 8.2432 -0.1348 6.269
Si -0.0031 2.6538 6.2015
Si 5.3949 2.7688 6.0714
Si 2.7678 5.4318 6.139
Si 8.1091 5.4394 6.1812
Si 0.0117 8.293 6.2412
Si 5.5816 8.1527 6.1642
Si 3.4967 1.9404 7.1779
Si 10.0447 0.8269 7.464
Si 1.7953 3.6565 7.3517
Si 6.2296 4.5237 7.3864
Si 4.6569 6.3054 7.2599
Si 9.1833 7.1805 7.3347
Si 0.9169 10.1544 7.5213
Si 7.4351 8.8856 7.4987
O 4.5972 6.5902 8.8903
O 1.4401 3.978 8.9482
O 9.7596 6.5177 8.748
O 1.3442 10.1081 9.1497
O 6.108 4.2207 9.029
O 3.7491 1.6261 8.7683
O 7.1789 8.969 9.1528
O 9.6761 1.0757 9.0652
O 8.2904 2.607 22.7677
O 10.9374 5.6019 22.6067
O 5.6441 0.0761 22.8219
O 5.3721 5.3557 22.6687
O 2.1245 2.8358 22.4526
O 3.4973 7.8955 22.5096
O 9.137 8.3389 22.4707
O -0.1285 11.186 22.7016
Si 2.2223 2.94 12.8913
Si 8.7283 1.3169 10.3614
Si 1.1399 4.4834 15.3591
Si 7.5922 5.5767 12.2273
Si 2.5296 8.1188 21.2247
Si 5.4677 7.7959 12.4782
Si 9.3511 0.4381 15.4809
Si 3.029 -0.0459 16.7011
Si 10.5348 1.1398 12.5872
Si 7.8096 2.8025 21.2453
Si 9.208 8.7687 14.4512
Si 1.5239 4.7652 10.3724
Si 4.5591 9.4701 19.1943
Si 11.2238 6.0063 21.0509
Si 6.7 10.4338 14.8536
Si 5.4324 0.6946 21.3221
Si 2.3926 9.8076 10.3761
Si 0.5402 10.5678 21.3705
Si 5.8891 5.2289 21.1438
Si 3.6833 7.0834 10.1176
Si 9.1154 5.6744 14.8655
Si 3.7261 4.0449 19.0858
Si 10.116 3.584 19.3504
Si 4.347 8.653 15.3864
Si 0.545 1.8859 17.1681
Si 6.8832 7.5254 19.3237
Si 5.3665 3.6174 16.7511
Si 7.8878 5.0109 17.5881
Si 6.7047 9.9333 10.3809
Si 4.4236 1.0592 10.1034
Si 0.0247 9.0735 11.8874
Si 9.3946 8.4892 20.8454
Si 4.642 1.6599 14.5946
Si 2.519 2.0627 21.0729
Si 6.3719 3.3497 10.3805
Si 3.5141 5.8961 16.7314
Si 9.928 6.52 10.3591
O 0.1724 2.5241 18.6146
O 3.0247 9.6207 15.6377
O 11.0465 4.6363 20.1858
O 7.6309 2.4268 9.9495
O 10.9725 5.3266 10.8082
O 6.6466 6.7428 12.8766
O 10.3867 8.0461 10.7616
O 7.7431 9.4447 13.9966
O 8.4755 6.2078 11.0172
O 5.3447 10.4236 20.2532
O 2.2228 3.7212 11.4407
O 8.0545 8.511 19.9096
O 6.2385 6.7142 20.5866
O 5.6074 2.7132 15.4129
O 1.4469 0.8497 20.7175
O 6.0968 9.0667 11.6348
O 4.7184 4.9806 16.1257
O 6.6937 3.9018 17.6637
O 10.5713 10.649 11.7961
O 5.6626 0.4859 14.0043
O 8.1232 5.1036 15.995
O 9.8233 9.802 15.5658
O -0.3216 5.1333 15.1322
O 1.7709 6.6987 20.9006
O 1.6042 0.6192 17.1969
O 6.6656 1.6805 20.9107
O 1.0903 1.7517 12.8222
O 3.2907 5.449 18.3129
O 9.6052 2.0093 11.5675
O 1.1048 3.1106 16.2431
O 8.6089 5.1201 13.4195
O 10.3424 8.5541 13.2951
O 1.5205 9.3076 21.7042
O 10.2488 9.8725 20.5027
O 3.2251 0.212 10.8689
O 5.1208 2.3629 10.8346
O 1.7911 4.1052 13.9286
O 7.9575 10.881 10.8558
O 9.2363 4.4584 18.2956
O 5.7319 9.478 15.7847
O 5.5757 -0.0245 9.741
O 3.6649 2.2901 13.4133
O 2.0729 5.6431 16.0174
O 9.7728 1.035 14.0191
O 4.4477 6.954 11.537
O 4.7677 4.4856 20.2452
O 10.0564 1.3234 16.619
O 6.7074 4.3255 11.6531
O 5.7114 8.4431 18.6414
O 9.1153 2.6809 20.2783
O 3.7098 1.124 15.8118
O 4.3281 3.0561 17.907
O 10.1845 7.114 20.459
O 3.3943 8.6583 9.8069
O 4.031 7.4086 16.4021
O 7.72 0.4649 15.7055
O 9.0016 7.289 15.0485
O 4.0152 1.473 21.3122
O 1.6514 9.135 11.6879
O 2.3675 6.1469 10.2021
O 7.4509 6.4546 18.2233
O 7.2405 4.3197 21.0672
O 4.6075 8.2377 13.8128
O 3.3799 8.5987 19.9233
O 2.5863 3.1467 19.841
O 3.8683 10.3883 18.0238

Results
free energy: -131423.356 eV
free energy less fixed offsets of O -568.88, P -755.39, Si -635.61 eV per atom: 0.494 eV

Forces (eV/angstrom), in the order of the atoms: element, x, y, z
Si -0.0076 0.0001 -0.0075
P 0.0106 0.0139 -0.0105
Si 0.004 -0.0006 0.0005
Si 0.006 -0.0038 -0.0112
Si -0.0046 -0.0011 -0.0051
Si 0.0078 0.0022 -0.0033
Si -0.0029 -0.0027 -0.0028
P 0.0166 -0.0144 -0.0134
Si 0.0021 0.002 -0.001
Si -0.0033 -0.0028 -0.0002
Si -0.0009 -0.0024 -0.0025
Si 0.0021 0.0016 -0.0004
Si 0.0013 -0.0014 -0.0006
Si -0.0024 0.0147 -0.007
Si -0.0118 -0.0041 0.0005
Si 0.0004 -0.0103 0.0081
Si 0.0002 0.0021 -0.0053
Si 0.0123 -0.0022 0.0074
Si -0.0003 -0.0045 0.0088
Si -0.008 -0.0033 -0.0062
Si 0.0001 -0.0002 0.0051
Si -0.0005 0.0024 0.0008
Si -0.005 0.0048 -0.0049
Si 0.0027 -0.015 0.0121
Si 0.0027 -0.0006 0.0002
Si -0.0042 -0.0024 -0.0083
Si -0.0026 -0.0013 -0.0095
Si 0.0071 0.0025 0.0049
Si -0.0014 0.0117 -0.007
Si 0.0017 -0.0026 0.0014
Si -0.0014 -0.0002 0.007
Si -0.0001 0.0042 -0.0065
Si -0.0011 0.0018 -0.0041
Si 0.0012 -0.0021 0.0039
Si -0.0014 -0.0004 0.0015
Si 0.0001 0.0006 -0.0016
Si -0.0013 -0.0003 0.0039
Si -0.0016 -0.0007 -0.0028
Si 0.0036 -0.0072 -0.0033
Si -0.0002 0.0016 0.001
Si 0.1118 -0.0818 0.0628
Si -0.1515 0.1518 -0.0636
Si 0.172 -0.0341 0.0129
Si -0.1685 0.1112 -0.1122
Si 0.0097 0.2265 -0.1176
Si 0.1206 -0.1077 0.0465
Si -0.1894 0.0784 -0.1007
Si 0.1175 -0.0875 0.0734
Si 0.0859 -0.1286 0.083
Si -0.1546 0.0409 -0.0511
Si -0.1589 0.1177 -0.0179
Si 0.0992 -0.1146 0.0682
Si -0.1491 0.1133 -0.0393
Si 0.0883 -0.1914 0.1135
Si 0.2031 -0.0898 0.0803
Si -0.0171 0.1462 -0.0411
Si 0 0.0006 -0.0011
Si 0.0003 0.0001 -0.0003
Si 0.0001 0.0001 0.0009
Si 0.0003 0.0003 -0.0019
Si -0.0003 -0.0004 -0.0006
Si 0.0002 0.0011 -0.0004
Si -0.0012 0.0007 -0.0018
Si 0.0016 -0.0005 0.0013
Si 0.0043 -0.0015 0.007
Si -0.0011 0.0008 -0.0023
Si 0.0008 -0.0005 0.0079
Si -0.0008 0.0016 -0.0015
Si -0.0006 0.0003 -0.0029
Si 0.0014 -0.0032 0.0093
Si -0.0014 0.0002 -0.0014
Si -0.0015 -0.0016 0.004
Si -0.0015 0.0001 -0.0049
Si 0.0004 -0.0014 0.0031
Si -0.0012 -0.0001 -0.0061
Si 0.0008 -0.0014 0.0031
Si 0.001 -0.0012 0.003
Si -0.0005 0.0004 -0.0047
Si 0.0007 -0.0012 0.0035
Si -0.0009 0.0003 -0.0031
Si 0.0002 -0.0018 -0.0017
Si -0.0002 -0.0004 -0.0005
Si 0.0011 -0.0003 0.0002
Si 0.0017 -0.0001 -0.0024
Si 0 -0.0013 -0.0006
Si -0.0006 -0.0013 -0.0015
Si 0.0012 0.0001 -0.0016
Si 0.0002 0.0001 -0.0004
Si -0.0015 0.0014 0.003
Si -0.0016 0.0003 0.001
Si -0.0013 -0.0002 -0.001
Si -0.0004 -0.0007 0.0014
Si -0.0008 -0.0002 0.0005
Si 0 -0.0014 0.0014
Si 0.0003 -0.0004 0.0026
Si -0.0009 0.0007 0.0003
O 0.0005 -0.0012 -0.0013
O 0.0003 -0.0006 -0.0002
O -0.0004 0.0005 -0.0027
O -0.001 -0.0003 -0.0027
O 0.0004 -0.0009 -0.0008
O 0.0022 -0.0021 0.0007
O 0.0002 0.0004 0.0004
O 0.001 -0.001 -0.0015
O -0.002 -0.001 0.0007
O 0.003 -0.0018 0.007
O -0.0006 -0.0013 -0.0029
O -0.0022 -0.0005 -0.0014
O -0.0003 0.0002 0.0004
O -0.0007 -0.0004 0.0029
O -0.039 0.0115 0.0391
O 0.0016 0.0015 0.003
Si 0 -0.0021 0.0016
Si -0.0014 0.0002 0.0011
Si -0.0009 -0.0006 0.0005
Si -0.0008 0 0
Si -0.0009 -0.0022 -0.0012
Si -0.0003 -0.0011 0.0004
Si -0.0001 -0.0017 0.0008
Si -0.0006 0 0.0004
Si 0.0007 -0.0023 0.0024
Si -0.0029 0.0037 0.0048
Si -0.0007 -0.0016 0.0012
Si 0.0007 -0.0019 0.0009
Si 0.0004 0 0.0014
Si -0.0028 0.0028 -0.0057
Si 0.0006 -0.001 0.0006
Si 0.003 -0.0029 0.0101
Si 0.0007 -0.0014 0.0012
Si -0.0072 -0.0077 -0.0037
Si 0.0059 -0.0052 -0.0125
Si -0.0006 -0.0017 0.0013
Si 0.001 -0.0008 0.0054
Si 0.0011 0.002 -0.0002
Si 0.0032 0.0006 -0.0013
Si -0.0012 0.0003 0.0006
Si 0.0009 -0.003 -0.0016
Si 0.0074 0.0018 0.0039
Si 0 0.0002 0.0017
Si 0.0006 0.0007 -0.0003
Si -0.0016 0 -0.0008
Si 0.0014 0 -0.0029
Si -0.0016 0.0002 0.0016
Si 0.0044 -0.0082 -0.0081
Si -0.0016 -0.0017 0.0013
Si -0.0024 -0.0035 -0.0027
Si 0.0026 -0.0017 0.0006
Si 0.0008 -0.0036 -0.0014
Si 0.0001 -0.0015 0.0028
O -0.0017 0.0011 0.0033
O 0.0014 -0.002 -0.0001
O -0.0002 -0.0059 -0.0028
O -0.0005 0.0003 0.0017
O -0.0002 -0.0004 -0.0011
O 0.0007 -0.0016 -0.0014
O 0.0002 -0.0011 -0.0009
O 0.0001 -0.0023 -0.0002
O -0.0005 -0.0013 -0.0002
O -0.0029 0.0018 0.0027
O -0.0005 0.0009 -0.0014
O -0.0131 -0.0067 -0.0103
O -0.0024 -0.0099 -0.0025
O -0.0001 -0.0012 -0.0004
O 0.003 0.0024 0.0015
O -0.0002 -0.0001 -0.0022
O -0.003 -0.0007 0.0012
O -0.0025 -0.0018 -0.0008
O 0.0004 -0.0007 0.0004
O -0.0003 -0.0014 -0.0002
O 0.0033 0.0011 -0.0031
O -0.0006 -0.0016 -0.0015
O -0.0027 0 -0.0004
O 0.0018 0.0001 0.0012
O -0.0004 -0.0013 -0.0004
O -0.0033 -0.0038 0.0035
O -0.0016 -0.0011 -0.0002
O 0.0011 -0.0036 0.0007
O -0.0015 -0.0015 -0.0018
O 0.0002 -0.0011 -0.0006
O -0.001 -0.0011 -0.0011
O 0.0001 -0.001 -0.0013
O -0.0068 0.0022 -0.0029
O 0.0146 0.0079 0.0092
O 0.0003 -0.0003 -0.0012
O -0.0008 -0.0025 -0.0022
O -0.0005 -0.0013 -0.0001
O -0.0011 -0.0004 -0.0015
O -0.0014 -0.0001 -0.0013
O -0.0009 -0.002 0.0001
O -0.0004 0 0.0024
O -0.0011 -0.0002 -0.0002
O 0.0021 -0.0025 0.0008
O 0.0009 -0.0008 -0.0025
O -0.0001 -0.0006 -0.0011
O 0.0092 0.0054 0.0061
O -0.0002 -0.0011 -0.0001
O -0.0001 -0.0019 -0.002
O 0.0008 -0.0009 0.0017
O -0.0017 -0.0001 0.0023
O 0.0011 -0.0013 -0.0013
O 0 -0.0003 0.0004
O 0.0077 -0.0069 -0.0026
O -0.0005 0.0002 0.001
O -0.0003 -0.0018 -0.0013
O -0.0006 -0.0013 -0.0007
O 0.0016 -0.0028 -0.0013
O 0.0108 -0.01 0.0014
O -0.0009 -0.0001 -0.0012
O 0.0007 -0.0008 0.0006
O -0.0004 -0.0019 0.002
O -0.0097 -0.0015 0.0005
O 0.0007 -0.0018 -0.0017
O 0.0006 -0.0006 -0.0002
O 0.0003 -0.0015 0.0009
O 0 -0.0019 0.001

The program warned: the cutoff lies below the one the program advises for these potential files; the forces do not sum to zero within the program's tolerance; the exchange-correlation potential is rough where the density is thin.
